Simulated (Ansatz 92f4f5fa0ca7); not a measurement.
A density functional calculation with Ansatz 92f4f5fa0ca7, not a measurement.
Periodic cell of 157 atoms, Si96O55N6, from a study of silicon, its oxide and their interface. The atomic structure is a simulated model.

Settings
functional: r2SCAN
potential files: Ansatz norm-conserving
basis: plane waves
wave-function cutoff: 1300 eV
density cutoff ratio: 4
exchange-correlation grid ratio: 1
k mesh: 2 x 2 x 1, shifted by 0.5 0.5 0.5 of a step
self-consistency stop: 5e-08 eV per atom in the density residual
occupations: Fermi-Dirac, 0.05 eV
spin: none
net charge: 0

Cell vectors (angstrom)
a  10.9176  -0.0709  0.0493
b  -0.0709  10.9694  0.0243
c  0.1033  0.0509  22.9035

Atoms and the computed forces on them: element, x, y, z (angstrom), force x, y, z (eV/angstrom)
Si  0.203  -1.083  0.345  -0.3107  2.9937  -3.2496
Si  2.567  2.6954  0.4913  -1.4663  -1.0689  -2.3612
Si  -0.7238  5.7483  -0.282  -0.8511  2.7887  0.601
Si  2.65  8.2083  0.1887  -1.6417  2.9735  0.4556
Si  5.0519  0.792  -0.4271  -0.5049  -1.4757  2.4539
Si  8.1392  2.3827  -0.0144  -1.7276  1.3529  -0.5593
Si  5.8175  4.5983  0.0623  -0.1928  0.9384  -1.2039
Si  8.0343  7.883  0.0137  -1.2356  2.7384  1.969
Si  1.101  1.0173  1.2846  0.1502  0.9866  0.4494
Si  3.9521  4.212  1.4362  0.7529  -0.2028  1.4659
Si  1.3102  6.7594  1.2053  -2.3615  -0.2881  1.4777
Si  4.2239  9.6436  1.118  -1.2918  1.135  0.6705
Si  6.7863  1.0848  1.361  -1.6615  2.3922  -1.4389
Si  9.6507  3.8495  0.9752  -1.1477  0.1133  1.837
Si  6.2982  6.6029  1.3586  2.1482  0.3575  0.2777
Si  9.3471  9.1967  1.7426  0.1399  -2.1776  -0.565
Si  -0.0708  2.7684  2.6164  0.2406  -0.9871  -1.3016
Si  2.5574  -0.0139  2.7163  0.4133  -2.0268  -0.1784
Si  -0.0363  7.9506  2.901  0.1096  0.9319  0.946
Si  2.5674  5.8049  2.9035  0.9189  -1.3248  -0.9692
Si  5.4686  2.6352  2.6866  0.1385  0.2128  0.1988
Si  8.1327  -0.1254  2.6239  1.3022  -1.1268  1.8164
Si  5.2479  8.4128  2.8749  0.0528  -1.2555  -1.2337
Si  8.1365  5.3642  2.6905  -1.122  -1.0985  -1.9252
Si  1.39  4.0361  3.8513  -1.4734  1.4611  -0.0587
Si  4.0491  1.2  3.8386  1.45  0.9868  1.8915
Si  1.2582  9.7392  4.4888  0.468  -1.5331  -0.7392
Si  4.0959  6.9106  4.3207  -0.5034  0.225  0.3241
Si  7.0242  3.8711  4.1392  -1.5395  -0.118  0.058
Si  9.7275  1.1436  3.9991  -1.1309  1.2741  1.0106
Si  6.8815  9.4113  4.1235  -0.0939  0.8098  -0.1612
Si  9.3794  6.4695  4.1509  1.2334  1.7497  0.3274
Si  0.0922  0.3785  5.7831  0.018  -1.2048  -0.7014
Si  2.6063  2.7075  5.0686  1.9231  -0.989  2.9481
Si  -0.1694  5.1858  5.3057  1.0589  0.4579  1.7851
Si  2.6914  8.1616  5.9283  -0.6476  0.7697  -3.2505
Si  5.812  0.0565  5.3947  -0.8784  -0.0627  0.2382
Si  8.3408  2.5281  5.6263  0.8801  0.3922  -0.6388
Si  5.4734  5.2215  5.4809  0.3692  0.4754  -0.6764
Si  8.0871  7.9844  5.4888  1.8291  1.3318  -0.8733
Si  1.7169  1.7159  7.1391  -1.6097  0.5896  -1.8369
Si  3.7932  4.2174  6.7818  0.2225  -0.8511  0.0158
Si  1.1908  6.8121  6.8576  -0.7232  -2.2381  -2.3112
Si  4.1777  9.6485  6.5475  1.2228  1.0782  1.6466
Si  7.2373  1.3686  7.2419  -2.6236  -0.2554  -0.5964
Si  9.5381  4.0295  7.1661  -0.6837  0.4113  -1.9952
Si  6.9897  6.5437  6.7146  -2.5962  0.3793  1.4073
Si  9.363  9.6864  6.7546  0.6777  -0.8355  1.344
Si  0.0803  3.0628  8.4283  1.3748  -1.5717  1.7599
Si  3.0021  0.0755  8.0663  1.1651  0.346  -0.0971
Si  0.0429  8.2182  7.9769  -3.1837  2.6574  1.7025
Si  2.5246  5.755  8.2504  0.8723  -1.6544  0.2521
Si  5.1733  2.7043  8.2581  1.5479  -0.2955  -1.4047
Si  8.3166  -0.1726  8.6916  -1.2808  -1.8318  -1.1993
Si  5.3238  8.0162  7.8845  -0.0763  -1.614  -1.9607
Si  7.9875  5.3671  8.3975  1.2472  -0.201  1.0406
Si  1.4228  4.5719  9.9202  -0.2597  -0.2763  -0.7515
Si  4.2733  1.3357  9.7933  -0.7697  -0.4193  0.78
Si  1.2783  9.9219  9.0082  0.125  -1.2204  1.7547
Si  4.195  6.6835  9.5017  0.8676  -0.0133  -0.2296
Si  6.6726  3.7504  9.6319  1.3223  1.0663  1.2192
Si  9.735  1.1797  9.858  2.3439  1.4125  0.538
Si  6.1626  9.1277  9.4883  3.6844  0.8655  2.2257
Si  9.2951  6.8707  9.9392  0.7893  -0.0258  -0.5783
Si  1.0081  1.0408  11.3517  -1.4815  0.0439  -1.2882
Si  3.0229  3.3164  11.0966  2.6566  1.8898  -2.5589
Si  0.4948  6.4232  11.1208  -0.2651  1.5952  2.0692
Si  3.009  8.4588  10.3862  -3.5001  -0.2567  1.9339
Si  5.0849  -0.7307  11.03  1.9743  3.0702  0.4939
Si  8.5292  2.6824  11.1224  -2.19  -0.875  -0.6694
Si  5.3816  5.0423  11.209  1.4738  4.0556  -2.2033
Si  7.3133  7.5439  11.2451  1.1367  2.728  1.476
Si  2.8961  -0.7501  12.9474  -3.1416  -1.8745  1.2862
Si  1.1968  6.3905  16.8776  -2.0846  0.0764  -1.3308
Si  5.3125  6.289  15.4841  -0.0462  -1.5277  -0.8651
Si  6.7407  11.8483  13.2561  1.8039  -0.5893  1.2802
Si  8.9746  3.3128  17.0732  0.3734  0.6202  -2.4996
Si  9.7088  8.1291  16.8447  -1.5371  -0.1906  -0.466
Si  8.3507  5.9286  15.2071  -3.602  3.6053  3.4067
Si  15.0014  12.6106  14.6276  -1.1781  0.4421  2.6141
Si  -3.3323  9.5835  18.7852  1.6377  0.7123  0.0729
Si  -2.2076  -0.1938  21.4806  2.6293  -0.87  -1.7418
Si  0.9249  5.7216  13.908  0.4307  2.1431  0.8593
Si  6.2703  14.6408  18.5765  -2.5183  0.1456  0.8383
Si  9.9189  3.8099  13.3691  0.2518  1.172  3.5363
Si  9.4832  0.9802  14.8335  -1.1011  0.6986  1.1031
Si  8.6412  8.9208  13.9697  2.0633  0.3684  2.1523
Si  14.6131  12.9758  17.6867  1.8826  0.3689  0.304
Si  3.5531  4.5677  13.7465  0.12  1.8339  0.1095
Si  -5.0899  -4.1251  18.5849  1.9363  -2.0398  -0.8618
Si  2.9405  7.5634  14.72  -1.0401  -0.3449  2.3656
Si  1.307  4.4051  21.0842  2.771  2.8579  0.0554
Si  11.9233  3.4354  18.199  -2.1651  4.6107  3.793
Si  15.0437  -4.73  21.1242  -3.6668  -2.8833  -2.1169
Si  11.3103  9.5697  14.7241  -0.5126  -0.3473  -0.0295
Si  16.5727  11.8197  19.6334  -0.3981  -0.5589  -3.9484
O  -0.583  -0.3574  21.9509  -1.4215  -1.0926  0.3955
O  1.488  -1.7057  -0.468  0.5824  -0.9156  1.2739
O  4.4818  4.8858  14.9942  1.6128  1.1763  1.4448
O  2.6433  5.2983  20.8515  2.3344  0.4269  0.3472
O  1.2405  3.6905  22.4726  3.2031  -3.2195  3.283
O  0.9915  3.5417  19.88  -0.5605  -2.9061  -5.3079
O  2.5843  7.2234  16.5224  -1.3233  -0.2241  -2.3142
O  3.2346  7.4809  21.8256  2.4006  -0.6129  -1.4417
O  -4.4419  5.2902  19.1332  -1.0462  0.3146  -2.0589
O  3.8475  1.8833  -0.4278  -0.5863  0.392  0.3123
O  7.0112  3.6413  -0.6345  -0.1036  -0.7618  1.6359
O  6.3303  2.4056  19.6021  -0.5793  -0.1786  1.485
O  5.2316  5.3409  21.6138  -0.1574  0.8474  0.4508
O  7.5604  9.6068  22.1641  1.3688  -1.8063  1.021
O  11.0481  5.3693  21.3586  -1.4287  1.5428  -1.791
O  14.7308  1.1406  16.242  0.4051  2.2047  -1.1562
O  6.791  -13.797  18.7614  0.0661  -0.5039  1.0055
O  1.4684  5.0381  17.7221  -0.0343  0.7529  -0.6616
O  1.9777  2.3294  11.6906  -2.8806  -3.3007  1.9353
O  0.59  4.1991  13.6857  -1.0054  -2.1525  -0.881
O  -0.1051  9.1028  16.1388  2.5526  2.7477  -2.3527
N  2.5932  6.1142  13.7607  -1.1291  -1.135  0.869
N  3.7619  9.5036  11.8225  -0.7303  -2.541  -1.6282
O  6.1531  -0.3045  12.2763  -0.1515  1.7255  0.5981
N  8.2214  -0.0987  14.1183  0.0375  0.7075  0.0412
O  7.5394  2.0592  12.3257  -0.3584  -0.4314  0.3954
O  9.6428  3.663  11.8052  -0.6016  0.5437  -0.2552
O  6.1116  6.5988  11.7173  -0.7178  -3.2724  0.0827
O  9.2466  12.8257  16.2855  -1.5522  0.5054  1.0313
O  7.7628  8.2592  12.8809  -1.3731  -1.3185  -3.7371
O  10.398  -2.0533  13.4939  -1.5379  1.6132  2.0684
O  -4.1717  -4.7557  14.6496  3.5815  -1.24  0.3805
O  5.6026  6.5394  17.0197  -0.5836  0.0558  2.7495
O  -5.4515  0.3859  20.9436  0.3916  -0.4534  1.1655
O  3.5466  11.3921  13.7648  0.309  0.5328  -0.4926
O  10.8518  11.2544  14.8415  2.0049  -3.2642  -0.3763
O  1.7341  7.5575  11.2618  0.0159  0.0165  -1.3908
N  13.0268  8.9944  14.3096  -0.3503  1.479  -0.8925
O  7.6665  3.1348  17.9029  0.3488  -0.2113  -1.0117
O  -0.6274  3.6128  17.8603  3.0637  -1.258  0.6631
N  8.7211  -3.2289  15.4746  0.4186  -1.2669  -1.2872
O  15.0071  12.0504  19.0106  0.8599  -0.0854  -1.1977
O  8.5111  10.4386  19.9294  -0.2004  -1.6748  1.0487
O  9.8044  2.3597  14.0942  -0.7459  2.2736  -3.2348
O  13.9995  13.8791  14.0479  1.3644  -0.5948  0.9198
O  10.6476  18.0124  17.5063  0.3794  -0.4876  1.8048
O  5.7719  2.0174  14.4856  0.5521  -2.9533  -3.1987
O  -2.1328  9.1358  17.7591  -0.2116  -0.0318  0.5704
O  0.4653  -4.8462  15.3515  1.6272  -0.1267  0.7981
O  1.4589  10.6278  11.9893  1.3706  0.5381  2.48
O  -2.3164  16.0119  16.5193  -0.2908  -1.0758  -1.0394
O  -6.498  17.9072  19.6094  -0.0744  0.3093  0.0621
O  6.5745  10.7469  18.6186  -2.9682  2.0765  0.6103
O  8.9965  5.172  14.0717  2.9245  -5.2211  -5.2616
O  4.8995  3.3478  17.671  0.6354  -0.2095  0.406
O  9.0778  -4.0962  22.0531  2.2213  -1.6293  0.6835
O  4.6242  -3.4205  14.8273  -1.0342  1.2957  -0.6055
N  14.9518  4.5621  12.1172  -1.5241  -3.1255  0.8495
O  10.9172  6.3612  12.8736  0.4505  0.3346  -3.9086
O  8.5642  12.3399  21.7284  -0.9755  0.3369  0.3958
O  13.1365  13.6519  17.8025  0.9772  -2.5612  -0.8027

Results
free energy: -38547.842 eV
free energy less fixed offsets of N -289.75, O -463.61, Si -117.95 eV per atom: 12.408 eV
pressure: -4.39 GPa
stress xx, yy, zz, yz, xz, xy (GPa, positive in tension): 4.11, 6.36, 2.71, 1.56, 1.6, -2.09
